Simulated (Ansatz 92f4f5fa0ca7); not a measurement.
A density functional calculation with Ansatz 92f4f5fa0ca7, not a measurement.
Periodic cell of 224 atoms, Si133O88H3, from a study of silicon, its oxide and their interface. The atomic structure is a simulated model.
Doubt: the cutoff is far below the 930 eV that the study's wrapper takes by default for these files, so forces and energies are approximate.
This geometry differs little from another in the collection (a relaxation step or a small displacement).

Settings: functional PBE; potential files Ansatz PAW; basis plane waves; wave-function cutoff 580 eV; density cutoff ratio 5; exchange-correlation grid ratio 1; k mesh 1 x 1 x 1, Gamma-centred; self-consistency stop 5e-08 eV per atom in the density residual; occupations fixed; spin none; net charge -1 e, with a uniform compensating background and no finite-size correction.

Cell vectors (angstrom)
a  10.938  0  0
b  0  10.938  0
c  0  0  31.948

Atoms and the computed forces on them: element, x, y, z (angstrom), force x, y, z (eV/angstrom)
Si  0.301  10.5423  24.3977  0.0025  -0.0037  0.0036
Si  5.2267  0.1449  24.5273  -0.0017  0.0042  0.0043
Si  2.9787  2.3423  24.5256  0.003  -0.0014  0.0043
Si  7.9375  2.9258  24.5004  0.0008  -0.0018  0.0029
Si  10.6308  5.4221  24.445  -0.0007  0.0029  0.0052
Si  5.772  5.2036  24.438  0.0014  -0.0023  0.0027
Si  2.5926  8.3572  24.537  -0.0025  0.0007  0.0056
Si  8.5305  7.7759  24.4197  0.0012  0.0001  0.0021
Si  1.3642  1.227  25.8025  0.0005  0.0017  0.0048
Si  6.8226  1.315  25.7982  0  0.0002  0.0016
Si  4.1426  4.0257  25.7217  -0.0021  -0.0001  0.0017
Si  9.4819  4.0236  25.906  -0.0003  0.001  0.0023
Si  1.3673  6.6747  25.6667  0.0001  -0.0017  0.0009
Si  6.9049  6.752  25.8046  0.0014  0.0017  0.0021
Si  4.0929  9.5337  25.8972  0.0004  0  0.0042
Si  9.614  9.4399  25.7097  -0.0024  -0.0005  0.0007
Si  2.7239  -0.0523  27.2563  -0.0005  0  -0.0027
Si  8.2443  -0.0805  27.0852  -0.0011  0.0002  0.0002
Si  0.0068  2.6497  27.1408  -0.0003  0.0004  0.001
Si  5.4724  2.6902  27.1848  0.0001  0.0001  -0.0018
Si  2.7593  5.3919  27.0858  -0.001  0.0001  0
Si  8.1919  5.4276  27.2723  -0.0004  -0.0002  -0.0011
Si  0.0438  8.0972  27.115  0.0006  0.0008  -0.001
Si  5.5173  8.1436  27.1479  -0.0009  0.0008  0.0012
Si  4.0962  1.3513  28.5637  0.0002  -0.0006  0.0003
Si  9.5749  1.3003  28.5069  0.0004  0.0005  -0.001
Si  1.3765  4.0575  28.4892  -0.0015  0.001  0.0016
Si  6.8165  4.0544  28.579  0.0023  -0.001  -0.0015
Si  4.1078  6.7851  28.4907  0.0003  0.0007  -0.0006
Si  9.5986  6.8126  28.55  -0.0022  -0.0014  0.0009
Si  1.3582  9.4856  28.5438  -0.0006  0.0014  0.0003
Si  6.8651  9.5394  28.5056  -0.0012  0.0003  0.0014
Si  0.011  -0.0376  29.8928  0.0031  0.0005  -0.001
Si  5.4902  -0.019  29.889  0.0013  -0.0018  0.0004
Si  2.7351  2.7327  29.9034  -0.0026  0.0016  0.0002
Si  8.2216  2.6983  29.8963  -0.0009  0.0025  0.0001
Si  0.0271  5.4412  29.8894  0.002  -0.0024  0.0004
Si  5.4644  5.4537  29.9054  0.0013  0.001  -0.0011
Si  2.7578  8.1656  29.8932  0.0008  0.0012  -0.0006
Si  8.2246  8.1914  29.898  -0.0025  0.0011  0.0001
Si  1.3673  1.3673  31.2643  -0.0395  -0.1103  -0.0491
Si  6.8362  1.3673  31.2643  0.0713  -0.1399  -0.0039
Si  4.1018  4.1018  31.2643  -0.0939  -0.0094  0.1227
Si  9.5708  4.1018  31.2643  0.1274  -0.1208  -0.1289
Si  1.3673  6.8362  31.2643  0.1068  -0.1845  -0.0315
Si  6.8362  6.8362  31.2643  0.0253  -0.008  -0.0528
Si  4.1018  9.5708  31.2643  0.1103  -0.0989  -0.1275
Si  9.5708  9.5708  31.2643  0.0164  0.0063  0.1196
Si  2.7345  0  0.6835  0.0935  0.1322  0.02
Si  8.2035  0  0.6835  -0.1277  0.1057  0.0229
Si  0  2.7345  0.6835  -0.1318  0.1815  -0.043
Si  5.469  2.7345  0.6835  -0.0232  -0.0051  -0.0156
Si  2.7345  5.469  0.6835  -0.0294  0.1338  0.1263
Si  8.2035  5.469  0.6835  -0.0312  0.0147  0.1232
Si  0  8.2035  0.6835  0.0083  -0.1074  -0.088
Si  5.469  8.2035  0.6835  -0.0432  0.1613  0.0376
Si  4.1028  1.386  2.0662  0.0009  -0.003  0.0015
Si  9.531  1.4168  2.038  -0.004  0.0033  -0.0035
Si  1.3473  4.1292  2.0533  -0.0008  -0.0035  -0.0067
Si  6.8154  4.1122  2.0585  0.0017  0.0031  0.0008
Si  4.1111  6.8493  2.0598  0.0001  -0.0007  -0.0024
Si  9.5638  6.8573  2.0595  0.0007  -0.0027  0.0015
Si  1.3821  9.5585  2.0287  0.0023  -0.0001  -0.0026
Si  6.8143  9.599  2.0606  0.0027  -0.0005  -0.0056
Si  -0.0062  0.0267  3.2993  0.0014  -0.0002  0.0029
Si  5.4783  0.0506  3.4748  0.0045  -0.0006  0.0013
Si  2.7502  2.8025  3.4016  -0.0067  0.0055  -0.0003
Si  8.1615  2.7688  3.4617  0.0002  -0.0018  0.0008
Si  -0.0126  5.5034  3.4504  0.002  -0.0042  0.0047
Si  5.484  5.5073  3.4378  0.0025  -0.0053  0.0006
Si  2.7742  8.248  3.4373  -0.004  0.0008  0.0022
Si  8.1846  8.2375  3.4093  -0.0055  0.0057  0.0014
Si  1.3766  1.3501  4.6407  0.0006  -0.0034  -0.0016
Si  6.7695  1.4643  4.8988  -0.0064  0.0004  -0.0003
Si  4.0785  4.1915  4.8122  0.0024  -0.0036  0.0014
Si  9.4937  4.1828  4.8158  0.0026  0.0074  -0.0046
Si  1.3692  6.9249  4.7888  -0.0029  0.0007  -0.0026
Si  6.9056  6.8298  4.8155  0.008  0.0008  0.0011
Si  4.1323  9.6128  4.8578  -0.0007  0.0014  -0.0033
Si  9.5328  9.7035  4.6879  -0.0015  -0.001  0.0005
Si  2.7342  0.1136  6.1417  -0.0026  -0.0009  0.0005
Si  8.2055  0.0656  6.1908  -0.0022  -0.0026  -0.0063
Si  -0.0406  2.6823  5.9399  -0.0022  0.0022  -0.0051
Si  5.5018  2.9711  6.2581  -0.0001  -0.0074  -0.0037
Si  2.7104  5.6039  6.2176  -0.0062  0.0112  -0.0039
Si  8.1784  5.4808  6.3244  0.0002  -0.0024  0.0012
Si  -0.0001  8.3958  6.0205  0.0012  0.0002  -0.0007
Si  5.5423  8.2107  6.1774  -0.0072  0.003  0.0015
Si  3.7726  1.8408  7.4012  0.0118  0.0005  -0.0139
Si  9.8236  1.2335  7.4782  0.0005  -0.003  0.003
Si  1.4186  3.906  7.2359  0.0037  0.0047  0
Si  6.62  4.3995  7.9139  -0.0081  0.0126  0.0179
Si  4.3395  6.7393  7.5877  0.0123  -0.0168  -0.0107
Si  9.5124  7.1831  7.395  0.0007  0.0003  -0.0111
Si  1.1162  9.9268  7.4445  -0.0049  -0.0018  -0.0026
Si  7.1924  9.3065  7.487  0.0013  -0.0023  -0.0055
O  9.6211  6.6162  23.8849  -0.0003  0.0001  0.0002
O  4.1115  1.2525  23.994  -0.0002  0.0004  -0.001
O  8.3594  8.2229  8.0138  -0.007  0.0049  0.0063
O  2.5758  2.9036  7.8475  -0.0059  -0.0047  -0.0007
O  6.8533  4.0603  23.9229  0.0004  0.0005  -0.0009
O  1.463  9.4349  24.0008  -0.0006  0  -0.0018
O  5.3968  5.6101  8.1305  0.0052  0.0014  -0.0172
O  -0.0042  0.0972  7.9696  0.0029  0.0043  -0.0024
H  6.586  9.8834  8.7235  -0.0005  -0.0002  0.0026
O  10.6523  6.8256  8.5903  0.0098  -0.0021  0.0092
O  1.7143  9.2616  8.8357  0.0045  -0.0042  0.0064
O  4.2265  1.292  8.878  0.0012  -0.0085  0.0199
O  0.3575  4.2594  8.4619  -0.0026  0.0018  0.005
O  9.2526  1.9755  8.8585  -0.0024  0.0019  0.0096
O  3.7385  7.539  8.9231  -0.0067  0.0099  0.0111
H  7.9462  8.3455  23.1725  -0.0009  0.0007  -0.0013
H  8.5987  2.33  23.3002  -0.0006  0.0003  -0.0013
O  5.2598  5.9695  23.0615  -0.0035  0.0046  -0.0066
O  2.2409  2.8399  23.1436  -0.0051  0.0027  -0.0068
O  10.6854  0.1118  22.9165  -0.0005  0.0031  -0.0106
O  0.0421  4.3863  23.1847  0.0031  -0.006  -0.0078
O  3.4385  7.9142  23.1977  0.005  -0.0028  -0.0077
O  5.9052  10.3917  23.1858  0.0017  -0.004  -0.011
Si  9.5598  9.3194  14.9605  -0.0008  -0.0014  -0.0003
Si  2.4367  4.9754  11.58  -0.0034  0.0017  0.0011
Si  0.8428  0.7038  14.6759  -0.0005  0.0022  -0.002
Si  10.0443  9.9379  18.8512  0.0012  0.0033  0.0018
Si  6.8083  0.4106  11.6397  0.0004  0.0027  0.0024
Si  9.557  7.1886  12.689  0.0002  -0.002  0.0017
Si  2.0411  9.2086  17.9358  0.0005  0.0033  -0.0005
Si  2.9596  8.7198  9.734  -0.0033  -0.0032  -0.0072
Si  4.1738  2.5041  16.841  0.0006  0.0013  0.0007
Si  4.5062  7.1561  22.2394  0.0003  0.0004  0.0098
Si  10.8694  5.3498  16.7467  0.0004  0.0005  -0.002
Si  2.6137  6.3764  17.8717  -0.0011  -0.0025  0.0012
Si  0.9666  2.5599  17.2457  -0.0001  -0.0002  -0.0017
Si  5.7312  6.6101  16.9608  -0.0019  0.0006  -0.0029
Si  8.5914  4.7316  11.4457  0.0002  0.001  0.0009
Si  11.0017  5.4963  9.4719  -0.004  0.0004  -0.0051
Si  3.0973  0.1133  20.1884  0.0001  -0.0003  0.003
Si  1.628  7.5798  12.441  0.0006  -0.0001  0.0002
Si  5.7176  9.8878  21.6476  0.0002  -0.0035  0.011
Si  1.3555  1.9055  11.7412  0.0015  0  0.0017
Si  0.2592  0.5535  21.4272  -0.001  0.0039  0.0116
Si  2.6871  9.447  14.8049  -0.0018  -0.0021  0.0003
Si  8.9342  3.3126  15.5416  0.0001  0.0003  0
Si  1.0268  3.4603  22.2615  -0.0003  0.0009  0.0106
Si  9.3429  1.8682  10.4886  -0.0014  0.0039  -0.0081
Si  5.5759  8.7866  14.9828  0.0006  -0.0008  -0.0005
Si  6.7961  8.3104  12.2717  0.0002  0.0004  0.0033
Si  3.0401  5.0678  20.4892  -0.0016  0.0021  0.0051
Si  9.3974  1.6403  18.2253  -0.0019  -0.0011  0.0001
Si  7.9354  0.9165  14.4106  -0.0024  0.0005  -0.0006
Si  5.9505  4.305  15.1024  -0.0014  0.0014  -0.0026
Si  7.003  0.9148  19.7678  -0.0015  -0.002  0.0033
Si  5.5579  5.4947  12.0979  0.001  -0.0029  0.0009
Si  4.6584  2.7008  19.751  -0.002  0.0009  0.0013
Si  4.023  0.6229  10.3298  0.0006  0.0052  -0.007
Si  6.0415  0.2827  16.7646  0.0002  0.0014  0.0014
Si  8.7245  7.6682  17.5812  -0.0003  0.0017  -0.0014
O  0.1133  1.7678  18.425  0.0002  0.0013  0.0005
O  6.0151  9.6824  16.2687  -0.0004  -0.0005  0
O  1.482  5.5562  10.3467  0.0057  -0.0003  0.0019
O  6.9468  4.9218  11.4009  -0.0004  0.001  -0.0016
O  3.3938  1.6747  19.8484  0.0007  0.0019  0.0005
O  7.1128  7.2365  17.6728  -0.0008  -0.0001  0.0015
O  6.9426  1.0723  13.1403  0.0005  0.0009  0.0009
O  5.6884  7.1385  11.9432  0.0001  0.0023  -0.0025
O  5.4043  1.0503  11.109  0.0023  -0.001  -0.0005
O  10.2641  10.6697  20.3209  -0.0033  -0.0038  -0.0059
O  8.9862  8.7264  16.3648  -0.0001  0.0006  -0.0003
O  1.8663  3.4702  11.9042  -0.0003  -0.0004  -0.0026
O  0.582  1.8562  15.8134  -0.0004  -0.0002  -0.0006
O  8.9003  2.7174  17.0937  -0.0006  0.0022  -0.0011
O  8.8449  3.1259  11.4254  -0.0009  0.0003  -0.0012
O  4.9395  3.0678  18.1772  -0.0006  0.0003  -0.003
O  2.3551  11.0371  14.7501  -0.0003  0.0005  -0.0001
O  7.0707  1.0718  15.7888  0.0004  0.0007  -0.0005
O  9.5807  5.2703  10.2587  -0.0037  -0.0017  0.0029
O  2.5847  2.6223  17.1746  -0.0007  0.0004  0.0005
O  1.4504  6.1059  16.6598  -0.0015  -0.0002  -0.0002
O  2.1586  7.7454  18.6233  0  -0.0004  0.0011
O  5.988  2.0287  20.3973  0.0002  0.0005  0
O  9.1709  8.5346  18.9251  -0.001  -0.0013  0.0006
O  3.6209  6.4871  21.0381  -0.0039  -0.0041  -0.0046
O  0.8062  1.3696  13.1957  -0.0008  -0.0016  0.0015
O  2.1451  6.0544  12.7971  -0.0002  0.0009  0
O  8.4176  1.75  19.5541  0.0022  0.0009  -0.0004
O  1.8207  8.498  13.7897  0.0006  0.0018  0.0002
O  2.6547  1.0928  11.1414  -0.0046  0.0019  -0.0005
O  9.2383  10.9862  17.8632  -0.0006  0.001  -0.0001
O  6.9692  10.5375  20.7709  0.0028  0.0049  -0.0037
O  9.1712  2.0068  14.5358  -0.0001  0.0007  -0.0007
O  10.9908  7.4911  11.9791  -0.0014  0.0008  -0.0023
O  6.7289  8.5704  13.8813  -0.002  0.0004  0.0003
O  6.4685  0.3667  18.3245  -0.0016  -0.0004  -0.004
O  0.382  4.0393  17.5837  -0.001  0.0009  0.0012
O  9.1735  5.5803  12.7639  0.0001  0.0023  0.0003
O  8.5291  10.3555  14.2626  0.0006  0.0005  -0.0009
O  8.2484  0.6889  10.8877  -0.003  -0.0024  -0.0011
O  2.4423  8.1917  11.1884  -0.002  -0.0027  0.0025
O  4.2322  9.3586  14.2951  0.0004  0.0007  -0.001
O  6.5358  9.7359  11.5602  0  -0.002  -0.0027
O  5.604  8.2406  21.6425  0.0013  0.0027  -0.0017
O  9.7279  7.9213  14.1386  -0.0005  0.002  0.0006
O  8.3168  7.8667  11.8715  -0.0007  0.001  -0.0025
O  2.5146  5.1757  18.9521  -0.0011  0.0035  -0.0044
O  1.7714  0.0278  21.1144  0.0031  -0.0009  -0.0022
O  1.7172  4.5217  21.246  0.0045  0.0043  -0.0045
O  10.9537  1.6815  10.8142  0.0039  -0.0001  -0.0001
O  10.0139  4.5847  15.5026  -0.0006  0  -0.0001
O  4.2958  4.03  20.5942  0.0011  -0.0018  -0.0007
O  5.5535  5.0318  13.6918  0.0002  -0.0007  0.0018
O  0.4982  9.6617  18.0639  0.0006  -0.0005  0.0004
O  4.2615  6.5284  17.6948  0.0019  0.0006  0.0002
O  3.9654  9.9478  10.1074  0.004  0.0017  0.0004
O  2.522  9.0094  16.3823  0.0003  0.0011  -0.0017
O  2.9537  10.2731  18.7574  -0.0019  -0.0028  -0.0029
O  7.4702  3.7365  14.9431  0.0003  -0.0001  0.0005
O  5.2995  7.3304  15.5829  -0.0003  0.0012  0.0009
O  10.8922  10.2845  15.0277  -0.0004  0.0007  -0.0007
O  4.3197  10.4139  21.0185  -0.0049  0.0032  -0.0026
O  4.5527  0.9315  16.6282  -0.0004  0  0.0001
O  4.7048  3.2922  15.5003  0.0001  0.0007  -0.001
O  9.7601  6.3762  17.4139  0.0004  -0.0004  0.0009
O  0.2535  2.2211  21.4706  -0.0017  -0.0031  -0.0024
O  6.1689  5.1416  16.4834  0.0002  0.0006  0.0008
O  4.1096  4.9964  11.4297  -0.0006  0.001  -0.0025

Results
free energy: -134636.380 eV
free energy less fixed offsets of H -15.97, O -568.88, Si -635.61 eV per atom: 9.100 eV

The program warned: the cutoff lies below the one the program advises for these potential files; the exchange-correlation potential is rough where the density is thin.
